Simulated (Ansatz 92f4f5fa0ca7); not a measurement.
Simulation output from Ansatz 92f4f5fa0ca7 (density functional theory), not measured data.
Periodic cell of 215 atoms, Si131O82As2, from a study of silicon, its oxide and their interface. The atomic structure is a simulated model.
Doubt: the cutoff is far below the 930 eV that the study's wrapper takes by default for these files, so forces and energies are approximate.
This geometry differs little from another in the collection (a relaxation step or a small displacement).

Settings: functional PBE; potential files Ansatz PAW; basis plane waves; wave-function cutoff 580 eV; density cutoff ratio 5; exchange-correlation grid ratio 1; k mesh 1 x 1 x 1, Gamma-centred; self-consistency stop 5e-08 eV per atom in the density residual; occupations fixed; spin none; net charge 0.

Cell vectors (angstrom)
a 10.938 0 0
b 0 10.938 0
c 0 0 31.5432

Atoms and the computed forces on them: element, x, y, z (angstrom), force x, y, z (eV/angstrom)
Si 10.3955 0.5179 24.1413 0.0065 0.0042 -0.091
As 5.9606 10.5782 24.2873 0.132 -0.1939 -0.0943
Si 2.1058 3.2356 24.038 -0.0152 0.0037 -0.0455
Si 8.7158 2.2721 24.2603 0.0127 0.025 -0.0141
Si 0.4598 5.0813 24.0936 0.0062 -0.0006 -0.009
Si 5.0939 5.8791 24.2002 -0.0176 -0.0033 -0.0407
Si 3.4196 7.6314 24.1433 0.0159 0.0222 -0.0074
As 7.8083 8.6765 23.6678 0.04 0.1692 -0.1052
Si 1.2616 1.4429 25.3682 -0.0059 -0.0036 0.0041
Si 6.9444 1.4225 25.5724 0.004 -0.0153 -0.0346
Si 3.986 4.1067 25.2843 0.0116 0.0069 -0.0076
Si 9.6585 4.106 25.4075 0.0023 -0.0002 -0.0046
Si 1.476 6.8248 25.3182 0.0146 0.0035 -0.0148
Si 6.8478 6.8513 25.4157 0.0231 0.1904 -0.1546
Si 4.1213 9.4979 25.4504 0.0288 0.0003 -0.0061
Si 9.4456 9.6126 25.3002 -0.0699 -0.0102 -0.0946
Si 2.6893 0.0288 26.6536 0.0118 0.003 0.0057
Si 8.2291 -0.0431 26.8894 0.0012 -0.0135 -0.0271
Si 0.0089 2.7631 26.8662 0.0066 0.0109 -0.0109
Si 5.3903 2.7823 26.6927 -0.0206 -0.0093 0.0051
Si 2.7394 5.4624 26.7988 -0.0169 -0.0029 -0.0113
Si 8.1994 5.4519 26.7019 0.0546 -0.0038 -0.0022
Si -0.0152 8.2162 26.5845 -0.0154 -0.0368 -0.007
Si 5.5312 8.1859 26.8378 -0.03 -0.0081 0.0332
Si 4.0799 1.3596 28.0713 0.0002 -0.0024 0.0018
Si 9.5815 1.3802 28.1904 -0.0014 -0.002 0.0358
Si 1.3796 4.1248 28.1869 0.0127 0.0027 0.0296
Si 6.8219 4.0993 28.0816 -0.0263 0.0055 -0.005
Si 4.0994 6.8386 28.1477 0.011 0.0006 0.0297
Si 9.5904 6.8379 28.0423 -0.002 -0.0013 0.0108
Si 1.3403 9.5666 28.0353 -0.0033 0.012 -0.0129
Si 6.8386 9.5601 28.2166 -0.0057 -0.0257 0.0387
Si 0.0174 -0.0181 29.4911 0.0031 0.0202 0.0083
Si 5.4475 0.0199 29.4991 0.0031 -0.004 -0.0261
Si 2.7439 2.7262 29.4972 0.0048 0.0009 -0.0081
Si 8.1717 2.7448 29.4968 0.0268 -0.0028 0.0024
Si -0.013 5.4941 29.494 -0.0012 -0.0011 -0.014
Si 5.479 5.4681 29.4888 -0.0274 0.001 0.0144
Si 2.7133 8.2195 29.4702 -0.0139 -0.009 0.0142
Si 8.2377 8.1749 29.496 0.0009 0.0018 0.0051
Si 1.3673 1.3673 30.8594 0.112 -0.1033 0.0421
Si 6.8362 1.3673 30.8594 -0.186 0.0192 0.0585
Si 4.1018 4.1018 30.8594 0.1419 -0.0705 0.0181
Si 9.5708 4.1018 30.8594 -0.1326 0.1064 -0.1288
Si 1.3673 6.8362 30.8594 -0.0663 0.1529 -0.0656
Si 6.8362 6.8362 30.8594 0.1205 -0.0997 0.047
Si 4.1018 9.5708 30.8594 -0.1782 0.0722 -0.1124
Si 9.5708 9.5708 30.8594 0.1049 -0.1139 0.0713
Si 2.7345 0 0.6835 0.0812 -0.1073 0.0588
Si 8.2035 0 0.6835 -0.2138 0.0145 -0.0501
Si 0 2.7345 0.6835 -0.1749 0.137 -0.0282
Si 5.469 2.7345 0.6835 0.0725 -0.1086 0.0413
Si 2.7345 5.469 0.6835 -0.172 0.1111 -0.0429
Si 8.2035 5.469 0.6835 0.0759 -0.1675 0.0939
Si 0 8.2035 0.6835 0.1549 -0.1118 0.0576
Si 5.469 8.2035 0.6835 -0.0266 0.1474 -0.0421
Si 4.1119 1.3523 2.0523 0.0028 -0.0037 0.0053
Si 9.538 1.3865 2.0391 -0.0006 -0.0019 0.0052
Si 1.3318 4.1322 2.0546 -0.0017 0.0014 -0.0005
Si 6.8503 4.0756 2.052 -0.0023 0.0002 0.008
Si 4.0776 6.8614 2.0378 0.0041 -0.0009 0.0058
Si 9.5891 6.8172 2.0503 -0.002 0.0027 0.0042
Si 1.3758 9.5599 2.053 0.0024 -0.002 0.0072
Si 6.8306 9.5736 2.064 -0.0085 0.006 0.0026
Si -0.044 -0.0102 3.3438 -0.0106 0.0005 -0.0269
Si 5.4617 -0.0102 3.4817 -0.0008 -0.0003 0.0064
Si 2.6964 2.7235 3.3444 -0.0055 -0.0029 -0.0338
Si 8.1815 2.7016 3.4902 0.0038 -0.0046 0.0054
Si -0.0267 5.4729 3.5093 -0.0003 -0.0001 0.0086
Si 5.4549 5.4727 3.3292 -0.0035 0.0065 -0.0346
Si 2.7346 8.2078 3.479 0.0028 -0.0026 0.0047
Si 8.2199 8.1825 3.3821 0.0071 -0.0005 -0.0214
Si 1.2912 1.3676 4.6714 0.004 -0.0033 0.0216
Si 6.8356 1.3094 4.9101 0.0016 0.0005 -0.012
Si 4.062 4.1195 4.6407 0.0045 -0.0005 0.0234
Si 9.5265 4.0695 4.892 -0.0005 0.0039 -0.0094
Si 1.3518 6.8758 4.8874 -0.0036 0.0013 -0.0092
Si 6.8326 6.8016 4.6871 -0.0018 0.0003 0.0206
Si 4.1019 9.5681 4.8901 -0.0004 -0.0007 -0.012
Si 9.5718 9.5682 4.742 0.0007 -0.0003 0.0103
Si 2.6156 0.0448 6.1073 0.0037 0.0053 0.009
Si 8.226 -0.1273 6.2591 -0.0007 0.0025 -0.0002
Si -0.0242 2.6549 6.1865 -0.0025 -0.0007 0.0022
Si 5.3744 2.7717 6.0716 -0.0036 -0.0009 0.0048
Si 2.7493 5.4372 6.1272 0.0007 0.0033 -0.0022
Si 8.0901 5.4404 6.1833 0.003 0.0022 0.0038
Si -0.0052 8.3027 6.231 -0.0012 -0.0004 0.0015
Si 5.5624 8.1554 6.1515 -0.0009 0.0003 0.0051
Si 3.4673 1.9506 7.1747 0.0061 -0.0062 -0.0013
Si 10.0184 0.8395 7.4618 0.0012 -0.0011 0.0064
Si 1.7649 3.6667 7.3342 0.002 0.0024 0.0094
Si 6.2009 4.5317 7.3832 0.001 -0.0029 0.0038
Si 4.6313 6.3152 7.2526 0.0009 0.0018 0.0071
Si 9.1645 7.1924 7.3201 0.0015 -0.0032 0.0047
Si 0.8874 10.1643 7.5204 0.0012 0.0005 0.0002
Si 7.4124 8.8934 7.4801 0.0061 -0.0012 0.0022
O 4.5552 6.608 8.8796 0.0009 -0.0012 -0.007
O 1.3844 3.9964 8.9213 -0.0009 0.0014 -0.0117
O 9.7576 6.5503 8.7334 0 0.0014 -0.0068
O 1.2951 10.1235 9.1524 0.0014 0.0003 -0.0045
O 6.0544 4.228 9.0224 0.002 -0.0021 -0.0048
O 3.6918 1.6457 8.7711 0.005 -0.0004 0.0058
O 7.1464 8.9823 9.1299 0.0019 0.0033 -0.0023
O 9.6456 1.1019 9.0599 -0.0001 0.0011 -0.0067
O 8.1887 2.6806 22.761 -0.0019 0.0185 -0.0258
O 10.9026 5.6419 22.6042 0.0089 0.0271 -0.0664
O 5.3147 0.3714 22.763 0.0004 0.0019 -0.0485
O 5.4623 5.4927 22.6258 0.0004 0.0068 0.0272
O 2.2703 2.789 22.4484 0.007 -0.0312 -0.0563
O 3.4298 7.9327 22.5096 -0.0223 -0.0101 0.0037
O 8.8816 9.1581 22.0887 0.0397 -0.2522 -0.0222
O -0.1606 11.3013 22.539 0.0338 0.0365 0.0584
Si 2.1665 2.9563 12.8649 0.0011 -0.0044 0.0157
Si 8.688 1.3358 10.3525 0.0006 0.0024 0.013
Si 1.0885 4.52 15.3097 0.0107 -0.0027 0.0156
Si 7.5399 5.6032 12.1893 0.0002 0.0052 0.0138
Si 2.4828 8.2087 21.2122 0.0035 0.0108 -0.0034
Si 5.4203 7.8249 12.4521 0.0017 0.0027 0.017
Si 9.3034 0.4617 15.4984 0.0026 -0.0002 0.0135
Si 2.9817 0.0059 16.694 0.0046 -0.0024 0.0216
Si 10.4824 1.1501 12.5939 0.006 -0.0022 0.017
Si 7.8001 2.8466 21.2013 -0.0628 -0.0568 0.0087
Si 9.1433 8.7916 14.4599 0.0001 0.0032 0.0154
Si 1.4721 4.7728 10.3516 0.0036 -0.0019 0.0131
Si 4.54 9.4926 19.1602 0.005 -0.0027 0.0006
Si 11.1281 6.1343 21.0528 -0.0845 0.1183 -0.0059
Si 6.6521 10.4844 14.8394 0.0044 0.0029 0.015
Si 5.4077 0.7807 21.179 -0.0646 0.0108 0.095
Si 2.3423 9.8164 10.379 0.0003 0.0015 0.0154
Si 0.559 10.6877 21.2163 -0.0681 -0.0856 -0.0299
Si 5.9386 5.3602 21.0827 0.0219 0.0129 -0.0195
Si 3.6337 7.0922 10.1056 -0.002 -0.0017 0.0174
Si 9.0634 5.6972 14.8221 -0.0053 -0.003 0.0206
Si 3.6714 4.2282 19.075 0.0244 0.0105 0.0215
Si 10.0847 3.6761 19.3224 -0.0044 0.0103 0.0001
Si 4.2865 8.7252 15.3406 -0.0029 0.0061 0.0128
Si 0.4984 1.9406 17.1511 0.004 -0.0032 0.0115
Si 6.9133 7.5942 19.1678 0.0254 0.0313 0.0391
Si 5.2887 3.6804 16.739 0.0063 0.0029 0.0176
Si 7.828 5.0084 17.5116 -0.0057 0.0152 0.0175
Si 6.6629 9.9504 10.3507 -0.0052 0.0026 0.011
Si 4.3796 1.0652 10.095 0 0.0031 0.0052
Si -0.0282 9.0836 11.9044 -0.0007 0.0023 0.0164
Si 9.3639 8.7636 20.595 -0.233 0.0529 0.2722
Si 4.5864 1.7067 14.5853 -0.0033 -0.0028 0.0147
Si 2.5407 2.1854 20.9561 0.109 -0.0454 0.0535
Si 6.3264 3.3589 10.3741 0.0088 -0.0009 0.0101
Si 3.4589 5.9741 16.6836 0.0043 0.0023 0.0089
Si 9.8831 6.5316 10.3481 0.0014 -0.0005 0.0136
O 0.1618 2.6379 18.581 0.0048 0.0044 -0.0043
O 2.9688 9.6973 15.5996 0.0054 -0.0023 -0.0099
O 10.9472 4.8003 20.1339 -0.0078 0.0236 0.0294
O 7.5941 2.4492 9.9382 0.0014 0.0053 0.0019
O 10.9228 5.3334 10.7974 0.0015 0.0006 -0.0084
O 6.602 6.7722 12.8472 0.0041 -0.0039 -0.0104
O 10.3307 8.0501 10.7861 0.0029 -0.0004 -0.0088
O 7.6927 9.4878 13.9861 0.0013 0.0001 -0.0078
O 8.4086 6.2133 10.9555 0.0004 -0.002 -0.0052
O 5.3767 10.4109 20.2179 -0.0179 0.0534 0.0237
O 2.1737 3.7161 11.403 0.0007 0.0027 -0.0089
O 8.1416 8.6252 19.4947 0.0938 0.0034 0.0807
O 6.4182 6.8239 20.5357 -0.0141 -0.0443 0.0126
O 5.5268 2.7817 15.3965 0.0034 0.0005 -0.0104
O 1.474 0.9782 20.6007 0.0202 0.0196 0.0253
O 6.0516 9.0872 11.6016 0.0013 0.0026 -0.0127
O 4.6846 5.0635 16.1136 -0.0022 0.0068 -0.0019
O 6.6394 3.9017 17.63 0.001 -0.0014 -0.0101
O 10.5112 10.6567 11.8061 0.0017 0.0023 -0.007
O 5.6177 0.5427 13.9937 0.0026 0.0031 -0.0068
O 8.0804 5.0499 15.9176 0.013 0.0027 -0.0172
O 9.7533 9.818 15.5844 0.0005 -0.0007 -0.0089
O -0.3617 5.195 15.0891 0.0021 0.0032 -0.0073
O 1.6742 6.8212 20.8782 -0.0626 -0.0046 0.0293
O 1.5628 0.6781 17.1955 0.0023 0.0089 -0.0078
O 6.7263 1.6732 20.819 0.0752 0.0613 0.0145
O 1.0394 1.764 12.809 0 0.0004 -0.0071
O 3.2235 5.6048 18.2749 0.0071 -0.0081 -0.0005
O 9.5494 2.0175 11.5742 -0.0019 -0.0016 -0.0137
O 1.0351 3.1356 16.1742 0.0012 0.0147 -0.009
O 8.585 5.1634 13.3598 0.0001 0.0023 -0.0039
O 10.295 8.5724 13.3183 0.0042 0.0008 -0.0096
O 1.5278 9.4477 21.6749 -0.0212 0.0312 -0.0246
O 10.4101 10.0008 20.1707 0.086 0.0436 0.023
O 3.1879 0.2146 10.8665 0.0023 0.0009 -0.0073
O 5.0849 2.362 10.8299 0.0001 -0.0034 -0.0079
O 1.7323 4.143 13.8749 -0.0047 -0.0004 0.0023
O 7.9117 10.8986 10.8297 -0.0016 0.0018 -0.0091
O 9.1669 4.4863 18.2529 0.0105 -0.0061 0.003
O 5.6736 9.5317 15.759 0.0034 0.0016 -0.0072
O 5.5292 -0.0137 9.7065 0.0066 -0.0002 -0.0058
O 3.6051 2.3127 13.3967 -0.0008 0.0044 -0.0067
O 2.0308 5.6695 15.9667 0.0014 -0.0105 -0.0119
O 9.7412 1.0516 14.0363 0.0053 0.0029 -0.0126
O 4.3979 6.9687 11.525 -0.0017 -0.0004 -0.0118
O 4.7488 4.7172 20.1891 -0.0113 0.0039 -0.0141
O 10.0063 1.3441 16.6426 0.0038 0.0041 -0.0069
O 6.6497 4.3429 11.6427 0.0014 -0.0021 -0.0096
O 5.6493 8.4463 18.5657 0.0013 0.0027 0.0093
O 9.1498 2.7493 20.2952 0.0081 0.0117 0.0053
O 3.6715 1.1818 15.8204 0.008 0.007 -0.0085
O 4.2338 3.1881 17.9138 0.0013 0.0113 -0.0031
O 10.0537 7.2697 20.6002 0.1266 -0.1082 0.0405
O 3.3351 8.6654 9.7992 0.0027 -0.001 -0.0087
O 3.9531 7.4817 16.3375 0 -0.0024 -0.0063
O 7.6699 0.5076 15.7012 0.0011 0.0007 -0.0061
O 8.9067 7.3069 15.041 0.0005 -0.0002 -0.0071
O 4.068 1.6393 20.8791 -0.0695 0.009 0.0311
O 1.5981 9.1501 11.6918 0.0018 0.0003 -0.0094
O 2.3209 6.1519 10.1857 0.0042 0.0017 -0.0058
O 7.369 6.469 18.0732 0.006 -0.0156 -0.0138
O 7.2123 4.3487 20.9805 -0.0149 -0.0371 0.0088
O 4.5596 8.3002 13.7719 0.0048 -0.0017 -0.0128
O 3.3707 8.6377 19.9216 -0.0027 -0.0053 0.0098
O 2.494 3.4133 19.8653 0.0257 -0.0107 0.0176
O 3.822 10.4202 18.009 0.0002 -0.0007 -0.0124

Results
free energy: -139623.709 eV
free energy less fixed offsets of As -4856.12, O -568.88, Si -635.61 eV per atom: 1.601 eV

The program warned: the cutoff lies below the one the program advises for these potential files; the forces do not sum to zero within the program's tolerance; the exchange-correlation potential is rough where the density is thin.
